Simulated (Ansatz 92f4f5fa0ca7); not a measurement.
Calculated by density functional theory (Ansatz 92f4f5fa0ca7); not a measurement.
Periodic cell of 234 atoms, Si146O88, from a study of silicon, its oxide and their interface. The atomic structure is a simulated model.
Doubt: the cutoff is far below the 930 eV that the study's wrapper takes by default for these files, so forces and energies are approximate.

Settings
functional: PBE
potential files: Ansatz PAW
basis: plane waves
wave-function cutoff: 580 eV
density cutoff ratio: 5
exchange-correlation grid ratio: 1
k mesh: 1 x 1 x 1, Gamma-centred
self-consistency stop: 5e-08 eV per atom in the density residual
occupations: fixed
spin: none
net charge: 0

Cell vectors (angstrom)
a 11.6015 0 0
b 0 10.938 0
c 0 0 32.774

Atoms and the computed forces on them: element, x, y, z (angstrom), force x, y, z (eV/angstrom)
Si -0.0663 -0.277 24.012 0.1367 -0.5665 -0.0103
Si 3.9427 0.0829 23.851 0.2166 -0.2514 -0.2706
Si 7.6054 0.2009 24.0265 0.1024 -0.3125 -0.1744
Si 1.7811 1.2069 23.8828 -0.0317 0.3366 -0.4306
Si 5.7155 1.5887 24.0473 -0.0381 0.4092 -0.2227
Si 9.7359 1.2646 23.9356 -0.1797 0.4708 -0.3223
Si -0.1684 5.585 24.081 -0.3383 -0.1856 -0.51
Si 3.8188 5.6015 24.178 -0.0653 -0.0369 -0.1723
Si 7.4175 5.4593 24.2479 -0.131 -0.1169 -0.2084
Si 1.8258 6.8452 23.9667 0.2823 0.0849 -0.4316
Si 5.6881 7.0012 24.3328 -0.0817 0.2952 -0.0799
Si 9.3788 6.7153 24.2284 0.0489 0.2351 -0.3942
Si 1.8763 2.6293 25.8704 -0.0014 0.1204 0.2144
Si 5.6867 2.7769 26.0559 0.1019 0.1651 0.1316
Si 9.6242 2.6325 25.9125 0.0595 0.2117 0.1638
Si -0.0552 4.0484 25.8836 0.0498 -0.2939 0.1067
Si 3.7395 4.1279 26.0178 0.0897 -0.1801 0.0891
Si 7.6771 4.0276 26.0488 -0.1394 -0.2713 0.1258
Si 1.8878 8.2073 25.9217 -0.0011 0.1999 0.269
Si 5.7298 8.4019 26.1515 -0.0343 0.1779 -0.1166
Si 9.5127 8.2738 25.9896 0.0784 0.1302 0.1184
Si -0.0764 9.5399 26.0504 0.004 -0.2376 0.0406
Si 3.7698 9.707 25.907 -0.0446 -0.1612 0.0952
Si 7.6658 9.7658 26.0085 0.0532 -0.1178 0.1555
Si -0.0339 -0.0007 27.9523 -0.0184 0.0779 -0.0331
Si 3.7976 0.0151 27.9329 -0.0326 0.0935 -0.0589
Si 7.7119 0.057 27.9912 -0.0438 0.1244 -0.094
Si 1.8796 1.3905 27.9142 0.0507 -0.1044 -0.0274
Si 5.7407 1.3646 27.9562 -0.0488 -0.0463 -0.0864
Si 9.6542 1.3885 27.9336 -0.0061 -0.0826 -0.0069
Si -0.0324 5.449 27.8787 0.0277 0.0864 -0.1362
Si 3.8161 5.4756 27.9522 -0.0843 0.1511 0.0045
Si 7.7086 5.464 27.939 0.0526 0.1508 -0.0349
Si 1.8995 6.8598 27.9057 0.0018 -0.1359 -0.0692
Si 5.7635 6.8495 27.9511 0.0106 -0.0876 -0.0721
Si 9.6267 6.8552 27.9145 -0.0412 -0.1433 -0.0906
Si 1.9336 2.7345 29.8748 -0.0803 0.1613 -0.1461
Si 5.8008 2.7345 29.8748 -0.0945 0.0766 0.016
Si 9.6679 2.7345 29.8748 0.0458 0.1124 -0.0772
Si 0 4.1018 29.8748 -0.0449 0.0619 -0.1858
Si 3.8672 4.1018 29.8748 -0.0051 -0.0003 0.1024
Si 7.7343 4.1018 29.8748 -0.0435 0.007 0.0114
Si 1.9336 8.2035 29.8748 -0.0929 0.0323 -0.1129
Si 5.8008 8.2035 29.8748 -0.0303 -0.0623 0.1362
Si 9.6679 8.2035 29.8748 0.0293 -0.0249 -0.1006
Si 0 9.5708 29.8748 -0.0106 -0.0285 0.085
Si 3.8672 9.5708 29.8748 -0.0838 -0.0664 -0.1904
Si 7.7343 9.5708 29.8748 -0.0317 0.0003 0.0085
Si 0 0 31.8084 0.0012 0.0403 -0.0157
Si 3.8672 0 31.8084 0.0042 0.109 0.0075
Si 7.7343 0 31.8084 -0.0027 -0.0386 -0.0182
Si 1.9336 1.3673 31.8084 -0.0043 -0.2327 0.0616
Si 5.8008 1.3673 31.8084 -0.0099 -0.0102 -0.0284
Si 9.6679 1.3673 31.8084 0.0131 -0.0174 -0.0241
Si 0 5.469 31.8084 0.0043 0.1671 -0.0148
Si 3.8672 5.469 31.8084 0.0004 0.0891 0.0222
Si 7.7343 5.469 31.8084 -0.0169 0.0207 -0.01
Si 1.9336 6.8362 31.8084 -0.0062 -0.1296 0.0167
Si 5.8008 6.8362 31.8084 -0.0031 0.1039 -0.0459
Si 9.6679 6.8362 31.8084 0.0098 -0.0242 -0.024
Si 1.9336 2.7345 0.9679 0.0514 0.0686 0.4032
Si 5.8008 2.7345 0.9679 0.0019 0.0422 -0.0474
Si 9.6679 2.7345 0.9679 0.0374 0.1062 -0.2185
Si 0 4.1018 0.9679 0.1566 -0.0827 0.1307
Si 3.8672 4.1018 0.9679 -0.1238 -0.0649 0.0897
Si 7.7343 4.1018 0.9679 0.0667 -0.1035 -0.1594
Si 1.9336 8.2035 0.9679 0.0769 -0.0555 0.1714
Si 5.8008 8.2035 0.9679 -0.0966 -0.0389 -0.4074
Si 9.6679 8.2035 0.9679 0.1304 -0.0353 -0.1087
Si 0 9.5708 0.9679 0.1095 -0.0305 0.0542
Si 3.8672 9.5708 0.9679 -0.0475 -0.0369 0.1384
Si 7.7343 9.5708 0.9679 0.0493 -0.1218 -0.0663
Si 0.0566 0.0094 2.896 -0.0114 0.0915 0.0987
Si 3.8783 -0.0032 2.9239 -0.0377 0.1286 0.098
Si 7.7801 0.0123 2.8598 0.0321 0.0634 0.0313
Si 1.9682 1.4084 3.0067 0.0527 -0.2006 0.129
Si 5.8297 1.3389 2.866 -0.0134 -0.0885 0.0794
Si 9.7226 1.3514 2.8496 -0.0027 -0.0939 0.0186
Si 0.0903 5.4116 2.9575 0.0429 0.1673 0.0551
Si 3.864 5.3958 2.9604 -0.0203 0.0669 0.0708
Si 7.763 5.4858 2.8616 0.0312 0.1305 0.146
Si 1.9753 6.8666 2.9606 -0.0569 -0.1059 0.049
Si 5.784 6.7791 2.8106 0.0311 -0.1132 0.06
Si 9.7495 6.7944 2.8628 0.0539 -0.1196 0.1448
Si 2.0217 2.5721 5.1933 -0.0285 0.2024 -0.4545
Si 5.923 2.6295 4.8246 0.0001 0.117 -0.0799
Si 9.7504 2.761 4.7149 0.0821 0.1852 -0.1426
Si 0.1249 4.0181 4.9404 -0.1201 -0.1495 -0.2435
Si 3.9424 3.9469 4.9233 0.1295 -0.1488 -0.1332
Si 7.8028 4.0906 4.7576 0.0058 -0.2431 -0.0702
Si 1.9575 8.2895 4.9254 -0.0027 0.2594 -0.1951
Si 5.8403 8.2146 4.6297 0.0278 0.1732 -0.0816
Si 9.7742 8.1799 4.7661 -0.1017 0.2155 -0.0527
Si 0.0472 9.7055 4.9081 0.0019 -0.0929 -0.1212
Si 3.9369 9.6247 4.918 -0.1075 -0.2036 -0.2178
Si 7.8182 9.4857 4.6954 -0.0272 -0.1764 -0.0887
Si 0.0177 0.16 6.9336 -0.2871 -0.4058 0.1679
Si 4.0743 -0.0327 6.9511 0.3486 -0.431 0.3708
Si 7.9877 -0.151 6.6017 0.1293 -0.4496 0.1736
Si 2.1148 1.2474 7.3261 -0.0106 0.1427 0.9583
Si 6.0546 1.2027 6.7345 0.0193 0.4216 0.1913
Si 9.6455 1.4522 6.607 -0.0181 0.3872 0.1165
Si -0.0154 5.4579 6.7832 -0.1966 -0.0856 0.3765
Si 3.9607 5.5544 6.6053 -0.1591 0.0026 0.3996
Si 7.7651 5.4274 6.6806 -0.2336 -0.269 0.3054
Si 1.9234 6.7393 6.6825 0.2576 0.0475 0.4384
Si 5.9195 6.8148 6.4496 0.061 0.1829 -0.0721
Si 9.6849 6.7734 6.657 0.0696 0.2491 0.2131
O -0.0801 4.8242 8.3374 0.1468 0.124 -0.5208
O 9.7854 7.6711 8.059 -0.0095 -0.054 -0.1339
O 7.532 4.5628 8.1103 0.1454 0.1175 -0.3098
O 2.3065 1.9184 8.9126 -0.0796 -0.3198 -1.0548
O 8.4776 9.9843 8.012 -0.1329 0.1041 -0.1331
O 6.1121 7.9487 7.648 0.0164 0.0931 -0.0016
O 4.4301 9.9386 8.2946 -0.2658 0.4548 -0.3894
O 6.3317 2.1873 8.066 -0.1147 -0.1292 -0.2414
O 2.0893 7.1641 8.3296 -0.0533 -0.0836 -0.2975
O 3.915 5.2121 8.2803 0.0224 0.1162 -0.2688
O 9.0532 2.3914 7.8759 0.1151 -0.0415 -0.1171
O 11.1865 9.9729 8.1043 0.4078 0.3809 -0.33
O 6.9767 4.7611 22.7674 0.1575 0.0095 0.2275
O 4.5503 10.1104 22.5364 -0.3334 0.2417 0.4297
O 4.215 4.7039 22.8266 -0.1351 0.0323 0.2495
O 1.9164 7.6984 22.4906 -0.0628 -0.1601 0.5146
O -0.3028 7.4241 20.9962 0.0864 0.0713 0.1346
O 10.1068 2.3861 22.6811 -0.0176 -0.2238 0.3871
O -0.5432 5.1677 22.445 0.1782 0.0219 0.3629
O 5.6688 2.4805 22.6074 -0.0176 -0.2217 0.3167
O 5.8155 7.7946 22.8621 -0.0141 0.0555 0.1196
O 1.2791 2.2798 22.6384 0.1213 -0.2074 0.4639
O 9.2564 7.149 22.5857 0.1489 -0.1117 0.2358
O 7.2857 10.0574 22.7913 0.0636 0.1837 0.3022
Si -3.68 1.6091 11.2395 0.0124 -0.2144 0.2081
Si 8.8361 5.949 11.3899 0.01 0.2689 0.2701
Si -0.1356 2.1471 21.7899 0.0256 0.0381 -0.3777
Si 5.9494 9.2944 22.2287 0.1193 -0.2652 -0.3483
Si 2.2924 1.8615 10.5605 0.0192 0.0046 0.7029
Si -1.5424 5.5584 16.2803 -0.0618 0.0847 0.0538
Si 2.9995 4.3682 17.9869 0.1782 0.026 -0.0084
Si 5.0182 7.6233 17.8382 0.0618 0.0187 -0.1132
Si 0.4195 -0.1148 20.0468 0.0856 0.1103 -0.6033
Si 2.2296 7.1783 17.0235 0.1426 -0.0502 -0.0306
Si 12.6568 2.5087 19.1843 0.3322 0.1491 -0.3599
Si -1.36 6.3098 21.5549 -0.1429 -0.0923 -0.1536
Si 6.8838 8.1713 11.2306 0.2077 -0.1353 0.3749
Si 2.947 6.5362 13.9818 0.1067 0.048 0.1047
Si -0.6382 12.7757 11.1742 -0.0762 0.0253 0.3055
Si 8.8258 11.7987 15.5047 0.0615 -0.1456 -0.0239
Si -0.5671 4.5528 9.8559 -0.0497 0.0874 0.4997
Si 5.5959 15.9901 19.1988 0.0503 0.2302 -0.364
Si 0.6769 8.491 21.7652 -0.0258 0.0189 -0.4827
Si 16.9057 -2.2508 8.8396 0.2518 -0.2206 0.4043
Si -4.8209 13.1709 13.9225 -0.0371 0.058 0.0109
Si -0.4932 8.2789 16.4003 -0.0523 0.068 -0.0843
Si 9.8203 -1.7215 8.5666 -0.2301 -0.1495 0.4178
Si 0.8372 14.418 16.3991 0.0277 -0.0576 -0.0023
Si 5.5885 4.0656 22.2129 0.0831 0.1264 -0.3244
Si 5.6435 -4.0401 14.9834 0.0696 0.0827 0.1352
Si -0.4287 2.0534 14.118 0.0666 -0.0787 0.0223
Si 7.678 2.9945 8.5377 0.0567 -0.0203 0.3261
Si 8.4809 5.9758 19.0591 -0.2395 0.0478 -0.1932
Si -0.7954 10.1267 14.1163 -0.0177 -0.0956 -0.04
Si -1.9614 8.6965 11.6942 -0.2355 -0.2643 0.3826
Si 5.0397 0.7663 12.0007 0.0334 -0.0916 0.1053
Si -4.4886 8.8943 19.3143 0.0578 -0.1798 -0.3265
Si -3.7517 4.9991 14.1721 -0.0632 0.1829 -0.0857
Si 9.5113 10.2984 18.1023 -0.1409 -0.1377 -0.116
Si 1.9426 4.9152 11.5341 -0.1149 -0.0826 0.085
Si 4.6337 8.7106 13.137 0.0681 0.0107 0.1127
Si 3.2937 -4.4963 9.2045 0.0155 -0.0956 0.357
O -3.8471 2.8213 10.1631 -0.0163 0.1105 -0.3067
O 7.0949 6.4205 14.4396 0.0281 -0.0369 0.0087
O -2.1039 1.0112 11.0449 -0.0029 0.1235 -0.0534
O -0.6577 2.6429 12.6194 -0.0241 -0.0227 -0.1432
O 2.1231 5.4424 13.0822 -0.0236 -0.0281 -0.0785
O 4.6268 15.2214 18.111 -0.0315 -0.0054 0.0501
O -13.3781 13.016 15.0448 -0.0005 0.037 0.0282
O -0.2864 0.5656 21.3485 -0.0949 0.1057 0.3253
O 8.43 4.9954 12.6463 0.0392 -0.0264 -0.0346
O 6.4115 9.0822 9.9704 -0.1291 0.145 -0.3727
O 8.0531 9.0011 12.0503 0.0297 -0.0211 -0.2037
O 9.9041 9.162 10.1782 0.0054 0.1129 -0.4392
O 0.095 0.5265 13.9203 -0.0358 0.0424 0.0358
O -0.6225 2.9404 9.9909 0.0137 -0.1119 -0.2514
O 0.8042 7.9112 17.3287 -0.003 0.0384 0.0767
O 10.4457 7.0021 15.6519 0.0403 0.0029 -0.0289
O -0.1361 4.7753 16.47 0.0175 -0.0406 -0.0149
O 9.054 4.8188 15.2503 0.0315 -0.0983 -0.0349
O -0.757 10.6702 18.9374 0.1568 0.0294 0.1894
O -0.9118 -1.5171 12.6738 0.0057 0.0185 -0.0622
O -0.0824 -1.5804 22.9339 -0.0635 0.088 0.2592
O 5.3405 1.7728 13.2804 0.0211 0.0202 0.0294
O -2.223 5.8071 17.7291 0.052 -0.0492 0.0141
O 6.2339 9.1523 20.6402 -0.1759 0.0732 0.3977
O 5.0854 6.6284 19.1579 -0.017 -0.1051 0.0685
O -5.5995 -2.0407 18.1022 0.0256 -0.0056 0.0836
O 5.3254 8.4801 14.6231 -0.0003 -0.01 -0.0849
O 0.0121 2.9754 20.3729 -0.0948 -0.0703 0.2561
O 13.1197 0.9527 19.4522 -0.1397 -0.0532 0.2122
O 4.3381 7.6217 9.5771 -0.1084 -0.1363 -0.1523
O -1.7187 7.0963 11.9118 -0.0101 -0.0348 -0.1026
O -2.3124 -0.4643 14.6457 -0.0432 0.1025 0.0353
O 6.7589 -7.1404 14.3777 -0.0043 -0.111 0.0274
O 2.9331 5.8292 10.6508 0.1016 0.1973 -0.3695
O 7.9417 2.125 12.7769 0.0377 0.0043 -0.1311
O 2.2106 -4.1615 15.4293 -0.0047 0.0042 -0.0473
O 9.0549 11.4962 17.0876 -0.0067 0.0281 0.0574
O 0.39 2.5495 17.6824 -0.047 0.009 0.0619
O 0.4283 -5.7606 10.9948 -0.0845 0.0047 -0.1586
O 3.1489 7.9915 13.1975 -0.0371 -0.0513 0.0049
O 9.9063 -1.9897 17.2742 0.0312 0.0749 0.0919
O 2.4464 3.766 16.5695 -0.092 0.0152 -0.0176
O -3.6623 7.4859 19.3185 0.0024 0.0526 0.0853
O 4.4604 5.9737 14.3131 -0.1045 -0.0124 -0.039
O 1.1703 9.4642 20.5279 -0.018 -0.0452 0.3261
O 0.8577 1.1027 11.0249 0.061 0.0226 -0.2245
O 7.1914 4.9872 18.848 -0.0024 -0.0524 0.1003
O 0.0196 -1.6834 15.2078 0.0322 -0.0033 0.0817
O 7.5193 6.7223 10.7861 -0.055 0 -0.1665
O 8.2345 10.0514 19.0877 0.0586 0.0548 0.0132
O 9.429 5.5991 20.3342 0.1547 0.0012 0.3773
O 5.5967 7.8453 12.1513 -0.0087 -0.0189 -0.1437
O 7.2785 1.2772 15.1688 -0.0131 0.018 0.0338
O 5.4252 4.3007 20.6152 0.0528 -0.1703 0.4396
O 3.5129 19.071 17.4279 -0.0808 -0.0379 0.0189
O 0.7314 2.8425 14.9169 -0.0245 0.0188 0.0033
O 6.4894 11.6634 11.1563 0.0301 0.0734 -0.0256
O 2.3542 3.5041 19.2193 -0.17 -0.0728 0.0264
O 5.6362 6.7435 16.6014 -0.0291 -0.014 0.0507
O 2.2942 3.3376 11.2932 0.0268 -0.0727 -0.1117
O -13.6532 16.0619 10.1947 0.002 -0.0228 -0.27
O 16.2377 10.2487 12.641 -0.0408 0.0913 -0.0245
O 2.4054 -5.0464 18.0221 -0.0218 0.006 -0.0007
O 3.7107 12.1272 11.1204 -0.1419 0.0106 -0.2049

Results
free energy: -142855.011 eV
free energy less fixed offsets of O -568.88, Si -635.61 eV per atom: 5.489 eV

The program warned: the cutoff lies below the one the program advises for these potential files; the forces do not sum to zero within the program's tolerance; the exchange-correlation potential is rough where the density is thin.
